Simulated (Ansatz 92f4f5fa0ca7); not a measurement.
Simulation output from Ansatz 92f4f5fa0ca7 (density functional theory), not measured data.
Periodic cell of 253 atoms, Si144O109, from a study of silicon, its oxide and their interface. The atomic structure is a simulated model.
Doubt: the cutoff is far below the 930 eV that the study's wrapper takes by default for these files, so forces and energies are approximate.
This geometry differs little from another in the collection (a relaxation step or a small displacement).

Settings
functional: PBE
potential files: Ansatz PAW
basis: plane waves
wave-function cutoff: 580 eV
density cutoff ratio: 5
exchange-correlation grid ratio: 1
k mesh: 1 x 1 x 1, Gamma-centred
self-consistency stop: 5e-08 eV per atom in the density residual
occupations: fixed
spin: none
net charge: 0

Cell vectors (angstrom)
a 10.938 0 0
b 0 10.938 0
c 0.7363 3.1487 36.9364

Atoms: element, x, y, z (angstrom)
Si 4.5022 2.8207 31.1102
Si 5.2399 9.1042 30.8002
Si 6.9071 10.8424 31.0218
Si 8.0621 6.2553 30.97
Si -1.2695 8.0688 30.8379
Si 2.8292 12.0284 30.9499
Si 10.9137 14.4703 30.8362
Si 1.5972 5.3836 30.8543
Si 3.557 10.0826 32.1343
Si 6.1519 12.6533 32.33
Si 3.3621 4.5334 32.2241
Si 6.2218 7.3061 32.0536
Si 8.8249 9.9147 32.0953
Si 11.8547 12.781 32.1763
Si 9.0854 15.4055 32.1042
Si 0.6052 7.1969 32.037
Si 2.0691 8.6324 33.3384
Si 4.8064 11.3258 33.6994
Si 2.1168 3.1666 33.678
Si 4.8274 5.9291 33.4246
Si 7.5224 8.6102 33.57
Si 10.3288 11.3378 33.3635
Si 7.6365 14.0732 33.4669
Si 10.3063 5.8681 33.5637
Si 3.448 7.2822 34.8112
Si 6.2113 9.9686 34.9538
Si 3.4655 1.7845 34.9754
Si 6.2132 4.5278 34.8171
Si 8.9215 7.2447 34.8938
Si 0.7329 9.9782 34.804
Si 8.9799 12.6946 34.8354
Si 0.7245 15.4755 34.943
Si 4.8381 8.6177 36.2504
Si 7.5726 11.3522 36.2504
Si 4.8381 3.1487 36.2504
Si 7.5726 5.8832 36.2504
Si -0.6309 8.6177 36.2504
Si 2.1036 11.3522 36.2504
Si -0.6309 14.0867 36.2504
Si 2.1036 5.8832 36.2504
Si 2.7345 6.8362 0.6813
Si 5.469 9.5708 0.6813
Si 2.7345 1.3673 0.6813
Si 5.469 4.1018 0.6813
Si 8.2035 6.8362 0.6813
Si 0 9.5708 0.6813
Si 8.2035 1.3673 0.6813
Si 0 4.1018 0.6813
Si 1.3673 5.469 2.0485
Si 4.1018 8.2035 2.0485
Si 1.3673 0 2.0485
Si 4.1018 2.7345 2.0485
Si 6.8362 5.469 2.0485
Si 9.5708 8.2035 2.0485
Si 6.8362 10.938 2.0485
Si 9.5708 2.7345 2.0485
Si 2.7036 4.0692 3.4878
Si 5.4713 6.8349 3.4694
Si 2.7458 9.5761 3.3644
Si 5.4605 1.3683 3.3441
Si 8.2103 4.108 3.3352
Si -0.0165 6.835 3.3688
Si 8.2292 9.5853 3.4825
Si 0.0121 1.3611 3.4898
Si 4.0807 5.4537 4.8439
Si 6.8635 8.2064 4.862
Si 4.0949 10.9691 4.6845
Si 6.8382 2.7516 4.6163
Si -1.3734 5.4428 4.6954
Si 1.3591 8.2044 4.6667
Si 9.6176 10.934 4.9274
Si 1.3416 2.7003 4.9641
Si 2.6114 6.8318 6.0955
Si 5.4188 9.6325 6.094
Si 2.8139 1.2723 6.2496
Si 5.5295 4.0465 6.0813
Si -2.6607 6.7741 6.1472
Si 0.1562 9.5102 6.2119
Si 8.1369 1.478 6.0866
Si -0.1574 4.1111 6.2085
Si 0.8852 5.868 7.4449
Si 3.6812 8.553 7.2807
Si 1.9556 -0.5619 7.5423
Si 7.1454 5.132 7.4273
Si -0.758 7.5913 7.2776
Si 6.3848 11.4376 7.2767
Si -2.0392 3.2584 7.4713
Si 4.679 2.2609 7.3694
Si 7.667 5.8955 28.6868
Si -0.1193 3.7546 16.8563
Si 1.8685 3.4949 21.6129
Si 5.384 8.8011 25.6945
Si 0.2477 6.8194 26.6364
Si -0.1985 13.2387 28.7772
Si 5.0348 4.3469 28.404
Si 8.6949 10.7391 14.5036
Si 4.3375 8.0481 11.8742
Si 5.6704 6.5131 23.7907
Si 3.3581 4.4858 24.1335
Si -0.9711 8.1043 9.5003
Si -0.5932 1.6294 14.4857
Si 1.4244 9.0731 11.3692
Si 4.0919 8.9299 28.6446
Si 6.6352 13.7495 20.2147
Si 4.557 2.0004 12.7049
Si 4.1257 9.894 16.1199
Si 4.5826 7.2187 14.5914
Si 6.9884 5.9511 15.6229
Si 8.1698 11.3973 28.3022
Si 0.0912 7.8895 18.9615
Si 9.3587 13.5011 19.294
Si -0.9708 6.0722 11.5827
Si 1.3156 0.543 9.5789
Si -0.255 5.9173 21.5087
Si 9.258 8.399 28.4947
Si -0.9871 6.7403 16.2874
Si 4.4571 5.7873 17.1027
Si 7.5378 9.7719 9.6083
Si 2.9124 3.0945 16.9405
Si -0.3547 8.2352 13.7593
Si 5.7043 7.2393 9.2966
Si 6.3285 10.4846 12.3546
Si 4.1693 13.39 26.3562
Si 2.5286 11.7366 28.6329
Si 8.5884 13.4934 24.2959
Si 4.1548 10.0569 20.6677
Si 7.7811 4.8675 22.2706
Si 2.4675 1.0726 14.6842
Si 6.8032 2.9703 14.5351
Si 3.3775 3.0134 10.0658
Si -1.0505 2.513 9.4641
Si 6.5586 11.6172 25.6072
Si 1.3386 6.9583 23.9146
Si 3.7232 8.6679 23.2672
Si 6.9379 10.9021 19.7885
Si 9.0382 3.1392 12.2883
Si 9.6269 4.2248 26.8211
Si 6.8588 0.5065 16.5976
Si 3.1667 8.1075 18.5705
Si 9.8244 10.6288 19.9191
Si -0.4856 12.6422 21.9933
Si 2.4637 6.1202 28.7805
Si 1.0701 4.9635 9.6982
Si 3.6604 13.0047 19.5583
O 3.0621 3.8509 22.6613
O 6.4547 10.0011 25.3715
O 3.0442 10.188 28.3447
O 7.0328 11.3717 29.4569
O 0.9436 8.7862 12.9152
O 4.3232 7.6763 8.5449
O 9.7485 11.9428 18.9164
O 7.2006 4.4257 15.1198
O 8.9563 2.3888 10.8312
O 5.5709 0.9401 11.9983
O 6.7924 8.4329 9.0456
O 3.9682 9.9418 22.2844
O 9.2863 12.4949 28.7411
O 1.4714 3.7857 17.1464
O 6.0888 5.9367 17.0012
O 7.3255 10.0467 11.1753
O 6.0817 5.5877 28.4344
O 7.7649 2.7378 13.2263
O 6.1421 6.7422 14.4723
O 0.567 5.7408 11.0779
O 5.2048 3.3631 29.6928
O 1.4251 6.1549 27.5298
O 3.6026 11.529 20.2397
O 6.9053 12.2212 20.7887
O 8.8526 9.932 28.1106
O 7.2739 10.7557 13.655
O 3.2295 12.7305 27.5198
O 3.7298 9.2287 17.5399
O 4.538 2.8394 8.9331
O 2.8406 10.6929 15.5508
O 6.8822 11.4269 18.2317
O 5.2461 3.4687 27.0516
O 8.1309 10.548 16.056
O -1.4117 9.4544 13.9495
O -0.5311 11.124 21.3757
O -0.6138 2.5966 13.1438
O 3.5458 4.98 28.3568
O 4.7463 7.4635 22.8336
O 6.3635 5.8367 8.7547
O 3.2263 12.8266 17.9964
O -0.4353 7.9807 27.5364
O -0.095 6.9888 20.2989
O 10.0288 7.3655 17.7884
O -0.1061 3.4339 27.5926
O 3.2905 1.144 13.2827
O 9.7091 13.6336 20.8986
O 8.1331 3.8618 23.4774
O 5.0216 8.7466 27.2905
O 9.7672 12.7257 23.4646
O 2.2293 5.649 24.3521
O 1.5952 7.7771 18.3583
O 2.5705 14.0099 20.2162
O 5.7028 9.9227 20.1671
O 5.0337 12.2054 25.6441
O 3.9002 7.0944 13.1263
O 6.9999 6.1335 22.9404
O 8.4996 4.6955 27.9196
O 9.2184 6.8925 10.3621
O -0.063 7.6316 15.2554
O 8.0019 7.3952 28.0689
O -0.9953 7.0143 12.9006
O 4.0432 3.0237 11.5523
O 0.8499 4.7287 21.3032
O 7.7984 13.9531 19.076
O 2.333 1.7922 9.8382
O -0.4956 5.1965 16.2286
O 5.2947 2.8299 13.9165
O 9.0613 3.1504 25.7376
O 7.3932 11.8831 26.9711
O 9.1393 9.5234 9.4931
O 0.9067 12.0412 28.4806
O 3.2821 3.3002 25.2644
O 10.2052 5.5963 26.1463
O 7.0005 0.1247 8.787
O 4.0605 4.2182 17.2002
O 0.0671 3.679 9.6937
O 0.077 6.5878 22.958
O 3.9595 6.685 18.3735
O 7.0128 1.9531 15.8133
O -0.6349 2.5735 15.8453
O 5.1197 13.7332 19.6381
O -0.1807 9.4616 19.3094
O 9.1267 5.4192 21.528
O 3.1749 7.5936 28.9104
O 3.3553 8.7727 20.0477
O 6.7803 4.0431 21.2678
O 9.129 4.739 11.9932
O 2.8861 2.4445 15.4586
O 7.3858 12.4 24.4422
O -0.203 1.1136 9.2761
O 4.5612 8.7542 15.076
O 0.4782 8.3582 10.2406
O 4.0171 9.0852 24.824
O 5.2003 9.3102 12.4607
O 5.2744 7.1582 10.87
O 10.1721 3.5708 18.3367
O 8.2995 10.0532 20.0697
O 6.0145 7.3727 25.1589
O 2.616 4.4527 9.8862
O 3.7847 6.3181 15.696
O 2.9636 8.5669 11.1624
O 8.3806 6.744 15.843
O 4.8529 5.1468 24.1845
O 0.786 7.5808 25.3091
O 1.3387 10.6613 11.0077
O 1.047 13.1479 22.1942
O 5.3799 10.9072 16.2196
O 2.2015 8.107 23.1454
O 0.8738 0.9136 14.4286

Results
free energy: -153540.510 eV
free energy less fixed offsets of O -568.88, Si -635.61 eV per atom: -4.750 eV

Forces (eV/angstrom), in the order of the atoms: element, x, y, z
Si 0.0293 0.0124 -0.069
Si -0.0527 0.0502 -0.0712
Si 0.0106 -0.0045 -0.0145
Si 0.0499 -0.0386 -0.0091
Si -0.0983 0.0811 -0.0692
Si -0.0047 -0.0581 0.018
Si 0.0234 -0.1092 -0.0222
Si -0.0203 0.1025 0.0215
Si -0.0141 0.0504 0.0121
Si -0.009 0.0183 -0.0105
Si -0.013 -0.0642 -0.015
Si -0.0189 -0.036 0.1055
Si 0.0067 -0.0039 -0.0147
Si 0.0453 0.0199 -0.0274
Si -0.0724 0.0091 0.032
Si 0.0863 -0.0924 0.0292
Si -0.0029 -0.0146 0.0298
Si -0.008 -0.0244 -0.0421
Si 0.0017 0.0032 -0.0129
Si 0.0463 0.0497 0.0165
Si 0.0147 -0.0252 -0.0526
Si -0.0293 -0.0248 0.0347
Si 0.0171 0.0182 -0.0016
Si 0.0203 0.046 0.011
Si -0.0091 0.0139 -0.0072
Si -0.0171 0.0126 0.0364
Si 0.0072 0.0127 0.0269
Si 0.002 -0.0081 -0.0015
Si 0.0294 0.0147 0.0468
Si -0.0034 -0.0052 -0.0115
Si 0.0014 -0.0218 -0.0083
Si -0.0139 -0.003 0.0442
Si -0.298 -0.2155 0.0849
Si 0.3339 0.115 -0.0035
Si 0.3508 0.295 0.1038
Si -0.1763 -0.1294 -0.0259
Si 0.0649 0.0704 -0.2382
Si -0.3805 -0.271 0.11
Si -0.1168 -0.179 0.0636
Si 0.2169 0.3402 -0.0197
Si 0.0333 -0.1698 0.0265
Si 0.2019 0.0023 -0.0132
Si 0.0522 0.189 -0.02
Si -0.212 -0.0017 0.0084
Si -0.0808 0.2019 -0.0063
Si -0.1351 -0.0193 0.0204
Si -0.0232 -0.186 -0.0102
Si 0.1735 -0.0302 -0.0129
Si 0.0872 -0.2141 0.1247
Si 0.2555 -0.1467 -0.0477
Si -0.1549 0.143 -0.017
Si -0.3503 0.1882 -0.058
Si -0.2161 0.2679 -0.1751
Si -0.2196 0.2095 -0.0182
Si 0.2639 -0.2084 0.0367
Si 0.3304 -0.2922 -0.0511
Si -0.0018 -0.0012 0.0075
Si 0.0061 0.0074 -0.0191
Si -0.0225 0.0219 -0.0403
Si 0.0063 0.0061 -0.0208
Si 0.0219 0.0449 -0.0227
Si 0.0106 -0.0406 -0.0465
Si 0.0029 -0.0031 0.0061
Si -0.0041 0.0006 -0.0057
Si -0.0016 -0.0071 -0.0044
Si -0.0293 0.0254 -0.0263
Si -0.0078 -0.0068 0.047
Si -0.0032 -0.0138 0.0369
Si -0.0128 -0.011 -0.0645
Si -0.0102 0.0423 -0.0185
Si -0.0187 0.0216 -0.0365
Si 0.0381 -0.032 -0.0565
Si 0.0371 0.0498 0.0165
Si 0.0154 -0.0088 0.0083
Si -0.0099 0.0043 -0.0248
Si 0.0042 0.0035 -0.0106
Si -0.0707 -0.0702 0.0032
Si -0.0423 -0.0673 0.0046
Si 0.0049 -0.0126 -0.0012
Si 0.0078 0.0844 0.1107
Si -0.0519 -0.1125 0.0243
Si 0.0063 -0.0141 0.0379
Si 0.053 -0.0114 0.0318
Si -0.0425 0.0056 0.0218
Si 0.1088 0.0868 -0.0178
Si -0.0294 0.0269 0.0631
Si -0.0589 0.038 -0.077
Si 0.0647 -0.011 0.0593
Si -0.0329 0.023 -0.0591
Si -0.0032 -0.0084 -0.0403
Si -0.0024 -0.0034 0.0375
Si 0.014 0.0151 0.0232
Si 0.0217 -0.0052 0.0171
Si -0.0204 0.0146 -0.0135
Si -0.0233 -0.0143 0.0353
Si -0.0183 0.0006 -0.0108
Si -0.004 0.0137 0.0315
Si -0.0084 -0.0021 0.0489
Si 0.0001 -0.0019 0.0336
Si 0.0003 0.0184 0.0565
Si 0.0349 0.0249 -0.0075
Si 0.0292 0.0124 -0.0009
Si -0.011 0.0203 -0.0813
Si 0.0113 -0.0096 0.0139
Si 0.0237 -0.0354 0.0147
Si 0.0027 0.0005 -0.0376
Si 0.0112 -0.0076 -0.0352
Si -0.0108 0.0006 -0.0394
Si -0.0696 0.0876 -0.0141
Si -0.0029 0.0076 -0.0042
Si -0.0024 0.0017 0.0022
Si -0.0292 -0.0267 0.0423
Si -0.0164 0.02 0.0157
Si 0.0059 -0.0046 0.0243
Si 0.0068 -0.0165 -0.0017
Si -0.008 -0.0121 -0.0339
Si 0.0019 -0.0012 -0.0309
Si -0.0286 0.0322 0.0316
Si 0.0007 -0.0054 -0.0401
Si -0.0349 -0.0003 0.0001
Si -0.0141 -0.0049 0.0003
Si -0.0228 0.0242 0.0069
Si 0.0034 -0.0181 0.0069
Si 0.0563 0.0087 0.0157
Si -0.0103 -0.0143 0.0049
Si 0.0046 -0.0001 0.0229
Si -0.0047 -0.0137 0.0348
Si -0.0051 0.0048 -0.0314
Si -0.0001 -0.0056 -0.0315
Si 0.0631 -0.0211 -0.0019
Si -0.0038 -0.037 0.1365
Si -0.0201 -0.0289 0.0087
Si 0.0218 -0.0056 0.028
Si 0.0033 0.0049 0.0302
Si 0.0015 0.0044 0.0093
Si 0.0163 -0.0097 0.0056
Si -0.0104 -0.0168 0.0044
Si -0.0136 0.0055 -0.0393
Si 0.0089 -0.0004 -0.0086
Si -0.0051 0.0028 0.0089
Si -0.0008 0.0137 0.0252
Si 0.0222 -0.0018 -0.0797
Si -0.016 0.0145 0.0088
Si 0.0005 0.0045 0.0019
O 0.0029 0.0019 -0.017
O -0.0036 0.0163 0.007
O -0.0268 0.0231 0.0008
O 0.1041 -0.0024 -0.0429
O 0.0106 0.0023 -0.0154
O -0.0143 0.022 -0.0195
O 0 -0.0016 0.002
O 0.0021 -0.0015 0.0216
O 0.0443 0.0041 -0.0942
O 0.0014 -0.0062 0.023
O 0.0047 0.0047 0.0199
O 0.0022 0.0003 -0.0124
O -0.0341 -0.0397 -0.0275
O 0.0007 0.0003 0.0097
O -0.0027 -0.0031 0.0158
O 0.0343 -0.0368 -0.0595
O 0.0274 0.0076 0.0081
O 0.0121 0.0079 0.003
O -0.006 0.0088 0.0264
O 0.0313 -0.011 -0.0281
O -0.0214 -0.0131 0.0446
O 0.0023 -0.0031 0.0358
O -0.0005 0.0008 -0.0069
O -0.0031 0.0032 -0.0099
O -0.0088 0.012 0.0066
O -0.0397 -0.0104 -0.0168
O -0.0447 -0.0393 0.0138
O -0.0015 0.0023 0.0132
O -0.0365 -0.0164 -0.0248
O 0.0016 -0.0019 0.0203
O -0.0008 0.0008 0.0056
O 0.0126 0.0235 0.0109
O 0.0063 -0.0041 0.019
O 0.0249 -0.0387 0.0094
O 0.001 0.0016 -0.0112
O -0.0138 0.0246 -0.0066
O 0.0001 -0.0139 0.0109
O -0.004 0.0015 -0.0146
O 0.0107 -0.0138 0.0085
O 0.0006 0.0049 0.0206
O -0.024 0.0174 0.0099
O -0.0026 0.0005 -0.0033
O -0.0027 0.0013 0.0092
O 0.0041 -0.0595 0.0007
O 0.0121 0.0092 0.0044
O 0.0033 -0.0019 -0.0099
O 0.0025 -0.0186 -0.0042
O -0.0082 0.0046 0.0126
O -0.0161 0.0153 -0.0149
O -0.0041 0.005 -0.0165
O -0.0022 -0.0034 0.0064
O 0.0036 -0.0011 -0.0125
O -0.0021 0.0001 -0.0055
O 0.0081 0.0118 -0.0141
O 0.0038 0.0155 -0.0034
O 0.0062 0.0008 -0.0195
O -0.0081 0.0042 0.0163
O 0.0199 0.0362 -0.0135
O -0.0101 0.0158 -0.0093
O 0.0194 -0.0142 0.0506
O 0.0139 -0.0033 -0.0179
O -0.0484 0.0294 -0.0687
O -0.0019 0.003 -0.0117
O 0.0017 0.0031 -0.0049
O -0.006 -0.0029 0.0255
O 0.0028 0.0038 0.0162
O -0.0108 -0.0027 0.0064
O 0.0142 0.0336 0.0059
O 0.0919 -0.0417 0.1309
O 0.0398 -0.0588 0.0002
O -0.0211 0.0178 -0.0163
O 0.0079 -0.0056 -0.0068
O -0.0057 -0.002 -0.0066
O -0.0199 0.0066 -0.0582
O -0.0011 0.0006 0.0198
O 0.0178 0.0107 0.0123
O 0.0008 0.0055 -0.0079
O 0.0014 0.0003 0.0045
O -0.0028 0.0042 0.0118
O 0.0029 -0.0033 0.0121
O -0.0059 0.0014 -0.0058
O 0.0005 -0.0002 -0.0009
O 0.0007 0.0008 -0.0131
O -0.0029 0.0091 0.0243
O -0.0017 -0.0026 -0.01
O 0.004 0.0043 -0.0105
O 0.007 0.0258 0.006
O 0.0014 0.005 0.0324
O 0.0051 0.0099 0.0122
O 0.0244 -0.0086 0.0013
O 0.0029 -0.004 0.0209
O -0.0428 -0.0094 -0.0313
O 0.0063 -0.0005 -0.004
O -0.0027 -0.0149 0.0119
O 0.0296 -0.0152 -0.0412
O 0.001 0.0044 0.0047
O -0.0001 -0.0009 -0.0053
O -0.0011 0.0058 -0.0094
O -0.027 0.0038 0.0095
O 0.0019 0.0036 0.0188
O -0.0211 0 0.0002
O 0.0103 0.0024 0.0243
O -0.0001 0.0006 -0.0207
O -0.0204 -0.0055 0.0091
O -0.0015 0.0132 -0.0164
O -0.0016 -0.004 -0.0167
O 0.0003 -0.0051 0.0155
O -0.0022 -0.0032 -0.0112
O -0.0079 -0.0035 0.0231

The program warned: the cutoff lies below the one the program advises for these potential files; the exchange-correlation potential is rough where the density is thin.
